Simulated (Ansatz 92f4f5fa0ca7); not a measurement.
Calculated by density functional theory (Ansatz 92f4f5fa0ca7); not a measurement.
Periodic cell of 222 atoms, Si131O89P2, from a study of silicon, its oxide and their interface. The atomic structure is a simulated model.
This geometry differs little from another in the collection (a relaxation step or a small displacement).

Settings
functional: PBE
potential files: Ansatz PAW
basis: plane waves
wave-function cutoff: 700 eV
density cutoff ratio: 5
exchange-correlation grid ratio: 1
k mesh: 2 x 2 x 1, shifted by 0.5 0.5 0.5 of a step
self-consistency stop: 5e-08 eV per atom in the density residual
occupations: fixed
spin: none
net charge: 0

Cell vectors (angstrom)
a, 10.938, 0, 0
b, 0, 10.938, 0
c, 0, 0, 32.1988

Atoms: element, x, y, z (angstrom)
Si, 10.6342, 0.2817, 24.8548
Si, 5.6347, 10.7583, 24.823
P, 2.4052, 2.9948, 24.6108
Si, 8.4539, 2.5277, 24.8322
P, 0.1221, 5.3076, 24.6133
Si, 5.1191, 5.7175, 24.6915
Si, 2.8712, 7.962, 24.6206
Si, 7.8582, 8.5163, 24.645
Si, 1.4222, 1.4275, 26.0238
Si, 6.8508, 1.3656, 26.1352
Si, 4.0121, 4.0165, 25.9645
Si, 9.6691, 4.1464, 26.0691
Si, 1.3111, 6.7463, 25.9937
Si, 6.7653, 6.8606, 25.9802
Si, 4.0379, 9.5197, 26.0336
Si, 9.4716, 9.5806, 26.0781
Si, 2.7099, -0.0122, 27.3835
Si, 8.167, -0.0202, 27.514
Si, 0.0451, 2.7513, 27.4479
Si, 5.4435, 2.7595, 27.3923
Si, 2.7037, 5.4239, 27.3906
Si, 8.184, 5.4957, 27.3412
Si, -0.0283, 8.185, 27.3517
Si, 5.4401, 8.1979, 27.425
Si, 4.0883, 1.3616, 28.7581
Si, 9.5866, 1.3662, 28.7948
Si, 1.3663, 4.1125, 28.8232
Si, 6.836, 4.1208, 28.7448
Si, 4.0864, 6.8049, 28.7627
Si, 9.547, 6.8397, 28.7503
Si, 1.344, 9.5523, 28.7437
Si, 6.7911, 9.5518, 28.8316
Si, 0.009, -0.0117, 30.1457
Si, 5.4486, 0.0131, 30.1594
Si, 2.7392, 2.7302, 30.1518
Si, 8.2005, 2.7452, 30.1338
Si, -0.018, 5.4851, 30.1478
Si, 5.4704, 5.4657, 30.14
Si, 2.7247, 8.1967, 30.1275
Si, 8.2015, 8.1975, 30.1527
Si, 1.3673, 1.3673, 31.515
Si, 6.8362, 1.3673, 31.515
Si, 4.1018, 4.1018, 31.515
Si, 9.5708, 4.1018, 31.515
Si, 1.3673, 6.8362, 31.515
Si, 6.8362, 6.8362, 31.515
Si, 4.1018, 9.5708, 31.515
Si, 9.5708, 9.5708, 31.515
Si, 2.7345, 0, 0.6835
Si, 8.2035, 0, 0.6835
Si, 0, 2.7345, 0.6835
Si, 5.469, 2.7345, 0.6835
Si, 2.7345, 5.469, 0.6835
Si, 8.2035, 5.469, 0.6835
Si, 0, 8.2035, 0.6835
Si, 5.469, 8.2035, 0.6835
Si, 4.1251, 1.3578, 2.0572
Si, 9.5667, 1.3562, 2.0552
Si, 1.371, 4.1187, 2.0386
Si, 6.8486, 4.0859, 2.0609
Si, 4.1055, 6.8291, 2.0568
Si, 9.5795, 6.836, 2.0528
Si, 1.3816, 9.55, 2.0539
Si, 6.8281, 9.5918, 2.0523
Si, -0.0035, -0.0326, 3.3935
Si, 5.4908, 0.0114, 3.4751
Si, 2.7769, 2.7805, 3.3698
Si, 8.1927, 2.6979, 3.4522
Si, 0.0217, 5.4786, 3.435
Si, 5.4841, 5.4647, 3.4125
Si, 2.7688, 8.2079, 3.4504
Si, 8.2078, 8.2256, 3.384
Si, 1.3958, 1.3881, 4.6388
Si, 6.847, 1.3494, 4.9124
Si, 4.1586, 4.0843, 4.8085
Si, 9.5776, 4.0837, 4.7656
Si, 1.4155, 6.8316, 4.8225
Si, 6.8296, 6.8856, 4.7359
Si, 4.1375, 9.5761, 4.8523
Si, 9.5584, 9.5505, 4.7942
Si, 2.7488, 0.1088, 6.0693
Si, 8.2077, -0.0622, 6.2714
Si, 0.0306, 2.6729, 6.0461
Si, 5.4782, 2.7254, 6.2998
Si, 2.8171, 5.4767, 6.1843
Si, 8.1768, 5.4783, 6.0504
Si, 0.0146, 8.1865, 6.1596
Si, 5.533, 8.2212, 6.2388
Si, 3.8393, 1.5712, 7.6124
Si, 9.8394, 1.1422, 7.4563
Si, 1.6317, 3.7984, 7.3166
Si, 6.6529, 4.4161, 7.4904
Si, 4.4081, 6.634, 7.5514
Si, 9.3713, 6.9464, 7.4139
Si, 1.1414, 9.9186, 7.3023
Si, 7.1645, 9.2263, 7.6793
O, 8.3182, 8.0877, 7.9234
O, 2.7194, 2.7358, 7.9597
O, 9.5517, 1.4071, 24.2895
O, 4.004, 6.8322, 24.1528
O, 0.028, 0.0268, 7.9619
O, 5.5268, 5.5099, 8.0418
O, 6.7359, 9.663, 24.2922
O, 3.8644, 7.3933, 8.938
O, 0.8164, 4.3722, 8.6104
O, 9.8197, 6.1724, 8.8095
O, 2.1071, 9.3873, 8.5173
O, 7.5072, 3.9266, 8.8171
O, 4.2681, 0.9265, 9.0844
O, 6.7416, 9.5529, 9.2379
O, 9.2104, 1.8594, 8.8033
O, 7.7147, 3.1764, 23.5151
O, 9.9098, 6.435, 24.1062
O, 5.0013, 0.4677, 23.4605
O, 5.8497, 5.1078, 23.3463
O, 3.035, 2.2192, 23.2749
O, 2.2638, 8.6918, 23.2473
O, 8.3267, 8.0923, 23.1035
O, 0.2711, 10.4236, 23.553
Si, 4.349, 1.5889, 22.4965
Si, 3.5012, 7.932, 14.0502
Si, 7.135, 0.9677, 14.6981
Si, 0.9276, 9.3497, 22.541
Si, 1.1851, 4.3077, 11.8988
Si, 6.2706, 8.9694, 15.347
Si, 0.684, 1.3657, 12.3174
Si, 8.6627, 4.9239, 20.5982
Si, 0.332, 5.7093, 9.372
Si, 5.1132, 3.1223, 17.9649
Si, 0.8827, 3.7405, 16.7732
Si, 10.4102, 2.8103, 19.2635
Si, 5.284, 1.1806, 10.3607
Si, 0.8988, 0.1524, 19.8548
Si, 6.6531, 9.4564, 10.8761
Si, 9.3417, 9.6826, 18.3328
Si, 9.3989, 9.238, 12.5872
Si, 6.5584, 3.851, 22.5917
Si, 2.444, 8.071, 9.3906
Si, 10.629, 7.3803, 17.1076
Si, 2.537, 6.297, 16.608
Si, 10.1802, 4.4893, 14.2071
Si, 6.1396, 9.1907, 18.5435
Si, 7.9702, 2.57, 9.5874
Si, 8.8836, 2.142, 12.4664
Si, 5.3713, 6.2481, 18.106
Si, 3.9255, 0.5652, 19.4905
Si, 4.2857, 3.8368, 12.0687
Si, 5.5523, 6.6007, 12.1563
Si, 8.0303, 2.4936, 17.2714
Si, 4.3716, 2.4835, 14.9896
Si, 1.551, 1.2159, 15.2773
Si, 1.5773, 9.4074, 12.0598
Si, 8.0535, 6.848, 13.8979
Si, 10.3937, 9.8362, 15.5012
Si, 9.6123, 7.1828, 22.6738
Si, 8.1789, 5.509, 17.5085
O, 6.0551, 7.9553, 11.3052
O, 6.0058, 9.1966, 16.9261
O, 7.6904, 1.3608, 13.2219
O, 0.903, 1.7494, 13.8871
O, 9.4895, 6.2461, 16.9118
O, 6.7668, 6.2017, 13.1592
O, 5.1658, 4.6578, 18.637
O, 9.2349, 2.1043, 18.3241
O, 2.3796, 0.0913, 19.0863
O, 9.4098, 10.2283, 16.7705
O, 2.7948, 4.4318, 11.7363
O, 5.0775, 10.3366, 19.1382
O, 9.4272, 3.2475, 13.5009
O, 0.4816, 1.7436, 19.9932
O, 3.1654, 1.3647, 15.0818
O, 8.2898, 5.4901, 19.1285
O, 3.9361, 6.5827, 17.3988
O, 4.5828, 3.2895, 16.4104
O, 9.0623, 5.6615, 14.3493
O, 5.4229, 2.7666, 22.1754
O, 10.6798, 4.1266, 15.6987
O, 0.3264, 3.8449, 18.3072
O, 10.4315, 10.5242, 19.2148
O, 9.6577, 10.021, 14.0425
O, 10.8499, 8.1196, 22.1844
O, 1.2108, 2.1615, 16.5542
O, 9.732, 3.6967, 20.4581
O, 8.1835, 4.0422, 16.8169
O, -0.0347, 9.0927, 11.9202
O, 6.5868, 2.395, 18.0285
O, 5.5898, 10.7145, 11.2067
O, 7.755, 9.5952, 18.8559
O, 10.0352, 1.0227, 12.0808
O, 1.3203, 6.954, 9.0813
O, 0.625, 4.7713, 13.3664
O, 5.7034, 7.6337, 19.024
O, 5.2436, 5.0847, 11.539
O, 2.7347, 6.9854, 15.1431
O, 0.9186, 2.7417, 11.4866
O, 0.8702, 10.6896, 15.5688
O, 2.4147, 8.5851, 10.9276
O, 4.7046, 2.4289, 11.2892
O, 4.2673, 3.5088, 13.7
O, 2.1924, 4.6935, 16.5295
O, 10.7307, 8.2531, 15.7221
O, 6.9496, 10.2993, 14.7215
O, 2.347, 8.9467, 13.4433
O, 8.0538, 1.5553, 15.9291
O, 4.1389, 6.9963, 12.8776
O, 4.1802, 2.0202, 18.7506
O, 7.2691, 4.3955, 21.2434
O, 8.4102, 2.9153, 11.1155
O, 1.225, 6.9003, 17.4009
O, 5.6677, 1.5787, 14.7938
O, 8.1377, 9.7474, 11.6068
O, 9.2984, 6.1235, 21.4919
O, 8.9662, 7.7103, 12.888
O, 1.6557, 0.115, 11.9026
O, 6.7134, 6.1651, 17.1523
O, 7.3939, 7.7985, 15.069
O, 1.2199, 10.2149, 21.1978
O, 10.0417, 8.2075, 18.377
O, 3.9263, 0.8667, 21.1048
O, 0.3442, 5.3273, 10.9405
O, 6.699, 1.5686, 9.6476
O, 4.787, 8.7204, 14.6947

Results
free energy: -135423.079 eV
free energy less fixed offsets of O -569.03, P -756.45, Si -635.61 eV per atom: -1.599 eV

Forces (eV/angstrom), in the order of the atoms: element, x, y, z
Si, -0.0297, 0.0129, -0.0445
Si, 0.0187, -0.0133, 0.0058
P, -0.005, -0.0354, -0.0139
Si, 0.008, -0.0195, -0.0395
P, -0.0161, 0.0112, -0.0377
Si, -0.0094, 0.0296, -0.0527
Si, 0.0225, -0.0125, -0.0482
Si, -0.0106, 0.0243, -0.0266
Si, 0.0069, 0.038, -0.0068
Si, 0.001, 0.0059, -0.0114
Si, -0.0247, -0.0118, 0.0005
Si, 0.0119, -0.006, 0.0016
Si, 0.0021, -0.0068, 0.0119
Si, 0.0109, 0.0044, 0.0045
Si, -0.0132, -0.0017, -0.0058
Si, -0.0104, -0.0058, -0.0024
Si, 0.0221, -0.0058, 0.0191
Si, 0.0012, -0.0055, 0.0092
Si, 0.0075, 0.0005, -0.0153
Si, 0.0003, -0.0096, 0.0183
Si, 0.0009, -0.0043, -0.0151
Si, -0.0019, 0.0133, 0.0101
Si, -0.0057, -0.0056, 0.0085
Si, 0.0063, 0.0053, 0.0149
Si, -0.0065, 0.0056, -0.0283
Si, -0.0075, -0.0006, -0.0193
Si, 0.005, -0.0028, -0.0024
Si, 0.0006, 0.0029, -0.0082
Si, 0.0025, 0.0034, -0.0094
Si, 0.0073, -0.0052, -0.0206
Si, -0.009, -0.0052, -0.0073
Si, -0.0076, -0.0031, -0.0286
Si, 0.0017, -0.0057, 0.0077
Si, -0.0104, 0.0115, -0.0041
Si, 0.0116, -0.0109, -0.0009
Si, -0.0004, 0.0067, -0.0053
Si, -0.0135, 0.012, -0.0097
Si, 0.0026, -0.0019, 0.0052
Si, -0.0061, -0.0005, -0.0065
Si, 0.0117, -0.0102, -0.0027
Si, 0.0342, -0.0596, 0.0205
Si, 0.0349, 0.1079, -0.0783
Si, 0.0744, -0.0452, 0.0146
Si, -0.0683, 0.0502, -0.0345
Si, -0.0519, 0.0693, -0.0635
Si, -0.0133, -0.0481, 0.0311
Si, -0.1688, -0.0622, -0.0608
Si, -0.0031, -0.0052, 0.0106
Si, 0.0319, -0.0479, 0.1163
Si, -0.0357, 0.0471, -0.0839
Si, -0.0508, -0.0107, 0.0666
Si, 0.1059, -0.0178, 0.0159
Si, -0.0195, 0.1421, -0.1243
Si, 0.0581, -0.1118, 0.0975
Si, 0.1112, -0.0828, -0.0191
Si, -0.0137, 0.0352, 0.0636
Si, 0.0055, -0.01, 0.0028
Si, -0.0083, 0.0131, -0.0038
Si, -0.0093, 0.0067, 0.0054
Si, 0.0078, -0.0065, 0.0011
Si, -0.01, 0.0075, -0.0018
Si, 0.0086, -0.012, 0.0061
Si, 0.0102, -0.007, 0.0012
Si, -0.0071, 0.0062, -0.0013
Si, -0.0188, -0.0155, 0.0173
Si, 0.0043, 0.0059, 0.0031
Si, 0.0129, 0.0121, 0.0138
Si, -0.0114, -0.0104, 0.0189
Si, 0.0049, 0.0053, 0.0168
Si, -0.0117, -0.0083, 0.0086
Si, -0.0006, 0.001, 0.0206
Si, 0.0099, 0.0066, 0.008
Si, 0.0058, -0.0008, 0.0086
Si, 0.0001, 0.0016, -0.0086
Si, -0.0048, -0.0024, 0.0117
Si, 0.0001, 0.0028, 0.0051
Si, -0.0045, -0.0033, -0.0026
Si, -0.0071, 0.0066, 0.0123
Si, 0.0084, -0.0132, -0.002
Si, -0.0082, 0.0022, 0.0123
Si, 0.0077, 0.0183, 0.0093
Si, -0.0051, 0.0002, -0.0174
Si, -0.0055, -0.0146, 0.0084
Si, -0.0081, 0.0077, -0.0218
Si, 0.0126, 0.0095, -0.0059
Si, 0.0124, -0.0095, 0.0033
Si, -0.0067, 0.0125, -0.0118
Si, 0.0025, 0.0026, -0.0212
Si, -0.0383, 0.0079, 0.0346
Si, 0.0253, -0.0049, 0.0355
Si, 0.0069, -0.0212, 0.029
Si, 0.0042, 0.0344, 0.037
Si, 0.0119, -0.0118, 0.0398
Si, -0.0211, -0.002, 0.0277
Si, -0.0037, 0.0248, 0.027
Si, 0.0267, -0.0285, 0.0491
O, -0.0085, 0.0041, 0.0175
O, 0.011, -0.014, 0.0227
O, -0.0035, 0.0002, -0.0249
O, 0.0036, 0.0084, -0.0196
O, -0.0004, 0.0052, 0.0186
O, -0.0004, 0.0008, 0.0147
O, 0.0149, -0.0212, -0.0414
O, -0.0042, -0.0048, -0.0144
O, 0.0063, 0.017, -0.0069
O, 0.0125, 0.0026, -0.0097
O, -0.0151, -0.025, 0.0031
O, -0.012, -0.0197, -0.0064
O, 0.0046, 0.0197, -0.0105
O, 0.0016, -0.0099, -0.0098
O, -0.0121, 0.0009, -0.0073
O, -0.0137, 0.0031, -0.0002
O, 0.0158, -0.0036, 0.0079
O, -0.0056, 0.0128, -0.0095
O, -0.0071, -0.0164, 0.0063
O, 0.0164, 0.0134, 0.0108
O, -0.0153, -0.0056, 0.0126
O, 0.0065, 0.0002, 0.016
O, 0.0068, -0.005, 0.0002
Si, 0.0035, 0.0092, -0.0098
Si, -0.005, -0.0002, 0.0021
Si, 0.0043, -0.0015, 0
Si, 0.0002, 0.0027, 0.0004
Si, -0.0017, 0.0062, -0.002
Si, 0.0013, 0.0001, 0.002
Si, 0.0031, -0.0013, -0.0053
Si, -0.0018, -0.0015, 0.0007
Si, 0.0071, 0.0088, -0.0034
Si, -0.0037, -0.0008, -0.0011
Si, -0.0008, 0.0027, 0.0051
Si, 0.0032, 0.0011, 0.0075
Si, 0.0052, 0.0058, -0.004
Si, 0.0026, 0.0062, 0.008
Si, 0.0085, 0.0002, 0.0067
Si, 0.0044, -0.0004, -0.002
Si, 0.0012, 0, -0.0013
Si, 0.0006, -0.0055, 0.0018
Si, -0.0117, -0.0045, -0.0059
Si, -0.0058, 0.0057, 0.0004
Si, -0.0013, 0.0008, -0.0019
Si, -0.0007, 0.0022, 0.0048
Si, 0.001, -0.0037, -0.0066
Si, -0.0005, -0.0018, -0.0007
Si, 0, -0.0016, -0.0029
Si, 0.0016, 0.0007, 0.0049
Si, -0.0107, 0.0049, 0.0099
Si, -0.0091, 0.0047, 0.0076
Si, -0.0019, -0.0016, 0.0069
Si, 0.0027, -0.003, 0.0011
Si, -0.0036, 0.0042, 0.0018
Si, 0, -0.0023, 0.0051
Si, 0.0043, -0.0008, 0
Si, 0.0006, -0.0043, 0.0059
Si, -0.0004, 0.0001, -0.0002
Si, 0.0133, -0.0055, -0.0118
Si, -0.0005, -0.005, 0.0036
O, -0.0033, 0.0081, 0.0052
O, 0.0116, -0.0041, 0.0077
O, 0.0142, 0.0014, 0.0044
O, 0.0068, -0.0195, -0.0044
O, -0.0025, 0.0019, -0.0034
O, 0.0128, 0.0217, 0.0001
O, -0.0015, -0.0033, -0.0139
O, -0.0059, 0.0348, -0.0045
O, 0.0116, 0.0073, 0.0089
O, 0.0166, -0.0162, 0.012
O, -0.0034, -0.0004, 0.0113
O, -0.0039, -0.0027, -0.0088
O, 0.007, 0.0032, -0.0093
O, 0.001, 0.0148, -0.0136
O, -0.0014, 0.0196, -0.0004
O, 0.0085, -0.0131, -0.008
O, -0.0098, -0.0017, -0.0041
O, 0.0061, -0.02, 0.0098
O, -0.0021, -0.0105, 0.0033
O, 0.0004, 0.0012, 0.0137
O, 0.0097, -0.0025, 0.005
O, -0.0096, -0.0189, -0.0096
O, 0.0006, -0.0094, -0.0069
O, 0.0182, -0.0215, 0.0072
O, -0.0072, 0.0063, 0.0223
O, -0.0011, 0.0074, -0.022
O, -0.0144, 0.0097, -0.0252
O, -0.0002, -0.014, 0.0166
O, 0.0103, 0.0043, 0.0078
O, 0.0069, 0.0133, -0.0173
O, 0.0003, 0.0033, -0.0097
O, 0.0007, 0.0076, -0.0104
O, -0.0011, 0.0344, 0.02
O, 0.0035, -0.0035, 0.0261
O, -0.007, -0.0168, -0.0032
O, -0.0105, 0.0031, -0.0107
O, -0.008, -0.0093, -0.0124
O, 0.0086, 0.0056, 0.0037
O, -0.0066, 0.0033, 0.0146
O, -0.0226, 0.0007, -0.0061
O, -0.0136, 0.0023, -0.0071
O, 0.0167, 0.0014, -0.0024
O, 0.0009, -0.0165, -0.0061
O, -0.0153, -0.0005, 0.0014
O, -0.0065, 0.0177, 0.0183
O, -0.0096, 0.0022, 0.0112
O, 0.0103, -0.0058, -0.0007
O, -0.0203, 0.0098, 0.0007
O, 0.0099, 0.011, 0.0066
O, 0.012, -0.0029, -0.0028
O, 0.0178, 0.001, 0.0156
O, -0.0003, -0.0226, -0.0041
O, 0.0079, -0.0076, -0.0116
O, 0.0073, 0.0122, 0.003
O, -0.0253, -0.0083, -0.0159
O, -0.0085, -0.0035, 0.0115
O, -0.0166, 0.0137, 0.015
O, -0.0202, -0.0008, 0.0177
O, 0.0033, 0.0021, -0.0029
O, -0.004, 0.0082, -0.005
O, -0.0112, -0.0088, -0.0003
O, -0.0021, 0.0114, -0.0268
O, 0.0029, 0.006, -0.0099
O, 0.0142, -0.0082, -0.0157
O, -0.0003, 0.0178, 0.0234
O, 0.0012, -0.0081, -0.0029

The program warned: the cutoff lies below the one the program advises for these potential files; the exchange-correlation potential is rough where the density is thin.
